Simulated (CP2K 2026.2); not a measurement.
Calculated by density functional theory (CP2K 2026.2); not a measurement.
Periodic cell of 534 atoms, Si358O176, from a study of silicon, its oxide and their interface. The atomic structure is a simulated model.
Doubt: the forces sum to 1.03 eV/angstrom along one axis rather than to zero, so they err by at least 0.0019 eV/angstrom per atom on average; the grid cutoff is modest.

Settings: functional PBE; method Gaussian and plane waves; basis set DZVP-MOLOPT-SR-GTH; pseudopotentials GTH-PBE; grid cutoff 400 Ry, relative cutoff 50 Ry; k points Gamma only; occupations fixed; spin none; net charge 0.

Cell vectors (angstrom)
a 16.4025 0 0
b 0 16.4025 0
c 0 0 35.8248

Atoms and the computed forces on them: element, x, y, z (angstrom), force x, y, z (eV/angstrom)
Si -0.333 0.17 0.186 0.103 -0.117 -0.079
Si 2.041 3.322 0.109 -0.015 0.104 -0.169
Si -0.168 5.49 0.556 -0.141 0.102 -0.433
Si 2.267 8.405 0.295 0.151 -0.167 -0.041
Si 0.156 10.706 0.025 0.13 -0.097 -0.007
Si 3.012 13.477 0.058 -0.139 0.028 -0.035
Si 5.152 0.189 -0.186 0.042 -0.34 0.043
Si 7.887 2.563 -0.14 0.066 0.062 0.27
Si 5.753 4.876 0.314 -0.186 0.085 -0.232
Si 8.288 7.653 0.13 -0.345 -0.05 -0.107
Si 5.042 10.963 0.081 0.088 -0.05 0.071
Si 8.584 13.098 -0.231 -0.22 -0.015 -0.14
Si 11.045 -0.382 -0.143 -0.01 -0.109 0.03
Si 13.787 2.372 -0.078 -0.147 0.242 -0.095
Si 10.691 5.612 0.209 0.091 0.035 -0.253
Si 14.155 7.726 0.374 0.132 -0.388 -0.358
Si 10.709 10.825 0.192 0.008 -0.068 -0.092
Si 13.309 13.932 0.247 0.003 -0.082 -0.057
Si 1.235 1.436 1.4 -0.072 0.121 -0.152
Si 3.934 3.962 1.503 0.09 0.029 -0.131
Si 1.268 6.841 1.757 0.121 0.212 -0.244
Si 3.973 9.488 1.541 -0.198 -0.028 -0.2
Si 1.3 12.347 1.325 0.026 -0.133 -0.21
Si 4.01 15.135 1.397 0.158 -0.003 -0.155
Si 6.735 1.165 1.327 -0.167 0.108 -0.142
Si 9.497 3.861 1.28 -0.2 0.177 -0.283
Si 6.799 6.571 1.579 0.096 0.046 -0.26
Si 9.371 9.385 1.446 0.123 -0.046 -0.223
Si 6.802 12.181 1.19 -0.024 0.008 -0.218
Si 9.511 14.819 1.222 0.041 0.008 -0.171
Si 12.174 1.25 1.261 0.042 -0.14 -0.217
Si 14.793 3.965 1.519 0.056 -0.156 -0.327
Si 12.298 6.733 1.531 0.067 0.092 -0.156
Si 15.135 9.505 1.56 -0.012 -0.02 -0.172
Si 12.224 12.178 1.451 0.008 0.077 -0.207
Si 14.894 15.068 1.555 -0.126 0.015 -0.084
Si -0.128 2.693 2.859 -0.119 -0.103 0.18
Si 2.628 0.03 2.774 -0.14 0.015 -0.026
Si -0.03 8.219 3.065 0.035 0.123 0.268
Si 2.735 5.438 2.919 0.145 0.022 0.13
Si -0.078 13.652 2.766 0.064 -0.093 -0.01
Si 2.657 10.966 2.826 -0.044 0.118 0.073
Si 5.366 2.545 2.776 -0.173 -0.092 0.081
Si 8.15 -0.181 2.648 0.181 0.018 0.008
Si 5.401 8.074 2.806 0.003 -0.005 -0.028
Si 8.219 5.24 2.836 0.083 -0.043 0.162
Si 5.494 13.683 2.648 0.029 -0.009 -0.068
Si 8.054 10.839 2.743 -0.008 0.062 0.018
Si 10.865 2.597 2.701 0.054 0.041 0.038
Si 13.514 0.017 2.839 0.142 0.134 0.094
Si 10.889 8.147 2.812 0.002 -0.044 0.053
Si 13.532 5.337 2.926 -0.08 0.007 0.154
Si 10.837 13.568 2.775 -0.007 -0.079 0.052
Si 13.652 10.872 2.806 0.012 -0.003 -0.032
Si 1.293 4.068 4.21 0.018 -0.073 -0.1
Si 4.015 1.279 4.208 0.198 -0.003 0.014
Si 1.368 9.62 4.311 -0.023 -0.039 -0.098
Si 4.094 6.79 4.261 -0.087 -0.075 0.045
Si 1.297 15.02 4.13 -0.048 0.057 0.074
Si 4.111 12.337 4.11 -0.129 -0.048 -0.15
Si 6.759 3.944 4.167 0.067 0.081 -0.113
Si 9.498 1.234 4.067 -0.02 -0.01 -0.044
Si 6.745 9.485 4.15 0.036 0.055 0.081
Si 9.55 6.726 4.175 0.017 -0.1 -0.082
Si 6.819 14.961 4.125 -0.04 -0.067 -0.036
Si 9.464 12.198 4.132 0.01 0.117 -0.08
Si 12.157 3.958 4.21 0.132 0.074 -0.018
Si 14.935 1.319 4.239 -0.02 0.118 -0.109
Si 12.259 9.527 4.172 -0.071 0.007 0.05
Si 14.946 6.756 4.253 -0.04 0.107 0
Si 12.197 14.974 4.166 -0.016 -0.015 -0.086
Si 15.001 12.273 4.16 0.021 -0.042 0.049
Si 0.03 0.023 11.036 -0.01 -0.024 0.006
Si 2.753 2.758 11.027 -0.027 0.005 0.009
Si 0.024 5.507 11.011 -0.049 0.001 0.003
Si 2.752 8.238 11.016 -0.016 -0.026 0.01
Si 0.029 10.956 11.009 -0.009 -0.04 0.004
Si 2.755 13.683 11.021 -0.021 -0.007 0.006
Si 5.48 -0.002 11.004 -0.006 -0.029 -0.002
Si 8.196 2.731 11.005 0.003 -0.019 -0.007
Si 5.466 5.481 11.029 0.004 -0.008 0.008
Si 8.199 8.205 11.026 -0.004 0.001 0.004
Si 5.471 10.949 11.022 -0.036 -0.005 0.009
Si 8.201 13.663 11.004 -0.02 0 -0.003
Si 10.936 -0.002 11.006 -0.007 -0.001 -0.003
Si 13.681 2.75 11.013 -0.016 -0.014 0.001
Si 10.942 5.477 11.003 -0.008 -0.013 -0.007
Si 13.694 8.23 11.002 -0.002 -0.037 -0.004
Si 10.941 10.944 11.022 -0.006 -0.014 0.002
Si 13.694 13.681 11.019 -0.019 -0.015 -0.008
Si 1.41 1.395 12.409 0.001 0.025 0.003
Si 4.103 4.136 12.416 0.006 -0.004 0.017
Si 1.388 6.886 12.391 0.029 -0.001 -0.006
Si 4.104 9.609 12.409 0.038 0.007 -0.009
Si 1.406 12.311 12.388 -0.021 0.024 -0.007
Si 4.133 15.046 12.384 0.006 0.031 -0.012
Si 6.842 1.366 12.372 -0.005 0.03 -0.007
Si 9.563 4.119 12.352 0.045 0.012 -0.022
Si 6.827 6.858 12.405 -0.009 -0.012 0.001
Si 9.571 9.582 12.389 -0.013 -0.04 0.012
Si 6.835 12.322 12.387 0.064 0.003 -0.006
Si 9.568 15.038 12.363 0.01 0.002 -0.009
Si 12.315 1.374 12.361 -0.005 0.009 0
Si 15.062 4.14 12.364 0.054 0.029 -0.022
Si 12.33 6.856 12.346 0.014 0.021 -0.012
Si 15.08 9.59 12.375 -0.015 0.035 0.01
Si 12.333 12.312 12.381 0.036 0.034 0.007
Si 15.077 15.046 12.391 0.013 0.037 0.002
Si 0.051 2.813 13.74 -0.084 0.014 0.013
Si 2.821 0.037 13.76 0.007 -0.061 -0.011
Si 0.069 8.282 13.78 -0.023 -0.076 0.012
Si 2.75 5.547 13.785 -0.065 0.043 0.003
Si 0.073 13.692 13.753 0.007 -0.027 -0.006
Si 2.773 10.994 13.809 -0.026 -0.027 0.033
Si 5.507 2.756 13.742 0.014 -0.024 -0.019
Si 8.207 -0.002 13.736 0.062 -0.014 0.008
Si 5.473 8.254 13.776 -0.012 -0.019 -0.011
Si 8.226 5.492 13.741 0.012 -0.001 0.018
Si 5.489 13.694 13.774 -0.023 0.04 0.022
Si 8.209 10.971 13.75 -0.057 0.042 -0.012
Si 10.945 2.763 13.695 -0.04 0.024 -0.012
Si 13.715 0.041 13.729 -0.007 -0.061 0.026
Si 10.979 8.217 13.718 0.043 -0.043 -0.001
Si 13.723 5.537 13.721 -0.051 -0.01 0.011
Si 10.967 13.706 13.72 -0.022 0.009 -0.007
Si 13.736 10.964 13.741 0.03 -0.04 -0.023
Si 1.387 4.186 15.157 0.054 -0.003 0.055
Si 4.2 1.391 15.151 -0.007 0.072 0.061
Si 1.414 9.654 15.213 0.017 0.059 0.066
Si 4.084 6.947 15.174 0.053 -0.04 0.053
Si 1.486 15.043 15.1 -0.038 0.037 -0.035
Si 4.146 12.361 15.196 0.032 0.015 0.044
Si 6.865 4.125 15.105 -0.051 -0.004 0.01
Si 9.584 1.392 15.052 0.022 -0.022 -0.003
Si 6.837 9.633 15.139 0.056 -0.019 0.034
Si 9.619 6.858 15.09 -0.03 -0.01 -0.032
Si 6.855 15.056 15.148 -0.047 -0.027 0.028
Si 9.606 12.346 15.078 0.042 0.033 0.006
Si 12.322 4.156 15.017 0.029 0.014 -0.014
Si 15.079 1.446 15.074 0.083 0.079 -0.046
Si 12.362 9.584 15.067 -0.013 -0.014 0.013
Si 15.097 6.906 15.112 0.042 0.06 0.01
Si 12.344 15.074 15.085 0.017 0.04 -0.01
Si 15.118 12.325 15.12 -0.035 0.022 0.044
Si 0.131 0.084 16.332 0.027 -0.082 0.053
Si 2.841 2.822 16.451 -0.032 -0.031 0.152
Si 0.021 5.58 16.551 -0.053 0.025 -0.03
Si 2.784 8.345 16.653 -0.046 0.004 0.021
Si 0.084 11.061 16.612 0.024 -0.082 0.061
Si 2.842 13.773 16.601 0.005 0.006 0
Si 5.57 0.045 16.594 0.037 -0.069 -0.021
Si 8.213 2.707 16.449 0.085 0.051 0.021
Si 5.508 5.546 16.424 -0.049 -0.015 0.151
Si 8.309 8.303 16.415 -0.123 -0.013 0.075
Si 5.495 10.983 16.587 -0.011 0.109 -0.002
Si 8.248 13.681 16.474 0.053 0.014 0.057
Si 11.001 0.098 16.414 -0.12 0.038 0.094
Si 13.686 2.846 16.395 -0.072 0.012 0.01
Si 10.982 5.463 16.438 0.105 -0.028 0.111
Si 13.754 8.292 16.474 -0.044 -0.042 0.124
Si 11.011 10.979 16.384 0.042 -0.033 0.054
Si 13.718 13.689 16.424 0.11 -0.04 0.021
Si 1.505 1.385 17.753 0.152 -0.04 -0.094
Si 4.189 4.2 17.865 0.039 0.133 -0.087
Si 1.341 6.985 17.972 0.024 0.075 -0.017
Si 4.114 9.773 18.117 -0.039 -0.147 0.118
Si 1.468 12.48 18.028 -0.013 -0.122 -0.009
Si 4.254 15.1 18.026 -0.157 0.018 0.105
Si 6.98 1.385 17.983 -0.027 -0.012 0.144
Si 9.634 4.007 17.772 0.058 -0.168 -0.041
Si 6.922 6.937 17.71 -0.099 0.025 -0.279
Si 9.702 9.653 17.799 -0.011 -0.003 -0.051
Si 6.989 12.258 17.915 0.093 -0.073 0.033
Si 9.618 15.137 17.743 0.018 0.047 -0.22
Si 12.334 1.527 17.79 -0.034 0.102 -0.067
Si 14.97 4.202 17.827 -0.129 0.137 0.058
Si 12.383 6.854 17.767 0.092 -0.103 -0.08
Si 15.039 9.708 17.942 -0.01 -0.01 -0.01
Si 12.363 12.287 17.791 0.057 -0.084 -0.102
Si 15.135 15.149 17.62 0.108 -0.006 -0.256
Si -0.014 2.723 18.907 0.021 -0.083 0.254
Si 2.909 0.208 19.361 -0.073 -0.1 0.225
Si -0.092 8.33 19.381 -0.245 -0.063 0.255
Si 2.758 5.602 19.236 0.091 -0.161 0.29
Si 0.05 14.001 19.156 0.075 0.218 0.224
Si 2.731 11.226 19.664 -0.101 0.071 0.286
Si 5.652 2.882 19.275 -0.007 0.097 0.202
Si 8.488 0.033 19.35 -0.029 -0.152 0.315
Si 5.694 8.298 19.2 0.049 -0.064 0.153
Si 8.353 5.545 18.918 -0.138 0.095 0.331
Si 5.746 13.686 19.291 -0.095 0.018 0.153
Si 8.419 10.892 19.337 0.037 0.058 0.241
Si 10.961 2.748 19.344 0.032 -0.081 0.193
Si 13.774 0.086 18.905 0.144 0.098 0.226
Si 11.098 8.271 19.074 0.009 -0.007 0.363
Si 13.573 5.519 19.32 0.098 0.095 0.277
Si 10.981 13.729 18.96 -0.098 -0.043 0.268
Si 13.683 11.087 19.372 -0.091 -0.049 0.308
Si 1.407 3.922 20.259 -0.102 0.147 -0.148
Si 3.94 2.043 20.685 0.093 0.041 -0.059
Si 1.032 9.772 20.932 0.146 -0.039 -0.315
Si 4.519 6.717 20.436 0.087 -0.094 -0.1
Si 1.167 15.604 20.631 -0.103 0.119 -0.152
Si 4.529 12.538 20.946 0.009 -0.015 -0.567
Si 6.898 4.588 20.448 0.183 -0.124 -0.035
Si 10.301 0.868 20.796 -0.077 0.111 0.212
Si 7.494 9.049 20.631 0.192 -0.053 -0.055
Si 9.723 6.825 20.284 0.125 -0.062 -0.076
Si 7.357 14.821 20.647 -0.025 0.274 0.072
Si 9.59 12.652 20.507 -0.006 -0.149 0.021
Si 11.833 4.504 20.692 -0.164 0.105 -0.118
Si 15.225 1.241 20.335 0.028 0.071 -0.008
Si 12.482 9.365 20.66 0.162 0.204 -0.276
Si 14.682 7.121 20.716 0.015 -0.082 -0.217
Si 12.455 15.066 20.135 0.079 -0.052 0.388
Si 14.764 13.013 20.42 -0.557 0.071 0.016
Si -2.829 2.84 22.655 -0.001 -0.318 -0.054
Si 7.182 4.973 23.451 0.15 -0.168 0.234
Si 4.014 9.024 24.789 0.004 -0.138 0.323
Si 12.773 12.364 27.403 0.026 0.053 0.069
Si 4.739 15.833 25.065 0.139 0.047 0.318
Si 3.17 14.624 22.829 -0.043 0.097 0.314
Si 9.928 0.624 23.907 -0.021 -0.177 0.393
Si 7.261 -0.279 23.504 0.151 0.057 0.311
Si 7.759 2.321 24.806 0 -0.155 0.15
Si 8.22 7.31 25.314 -0.014 -0.065 0.175
Si 15.595 15.258 24.986 -0.08 0.238 0.23
Si 3.404 -3.114 25.487 0.124 0.088 0.245
Si 20.238 6.835 28.624 0.017 -0.024 0.011
Si 18.345 6.075 26.484 -0.074 -0.021 0.146
Si 18.36 5.393 23.609 0.095 -0.183 0.462
Si 15.953 10.196 23.835 -0.084 0.015 0.328
Si 15.673 13.007 23.292 -0.07 0.19 0.358
Si 5.039 2.291 26.111 0.23 -0.019 0.082
Si -0.607 4.942 22.623 0.297 -0.011 -0.039
Si 10.533 8.765 28.905 -0.063 0.026 0.022
Si 5.833 8.187 26.843 -0.05 -0.065 0.226
Si 3.622 11.8 29.7 -0.023 -0.093 0.038
Si 10.933 11.07 22.83 0.058 0.032 -0.011
Si 9.719 -5.007 27.654 0.074 -0.007 0.04
Si 12.894 0.599 24.873 -0.084 -0.201 0.152
Si 9.697 6.943 31.25 -0.097 -0.127 -0.115
Si 13.718 8.643 31.492 0.301 -0.146 -0.195
Si 15.867 8.064 26.183 -0.062 -0.03 0.242
Si 13.463 11.655 24.473 0.155 0.026 0.141
Si 12.745 -1.654 29.199 0.103 -0.021 -0.03
Si 20.794 3.56 23.326 0.055 -0.222 0.295
Si 19.617 3.928 28.152 0.049 -0.048 -0.051
Si 19.233 7.828 22.434 0.025 0.036 0.193
Si 20.9 10.867 26.765 -0.009 0.017 0.277
Si 15.956 21.365 30.291 0.071 0.096 0.04
Si 2.919 0.134 31.725 -0.033 0.009 -0.192
Si 0.632 -3.683 29.609 0.064 -0.044 0.01
Si 6.128 10.619 23.023 0.071 -0.007 0.1
Si -3.144 6.094 29.818 -0.009 -0.032 -0.082
Si 8.524 10.513 24.834 0.024 -0.152 0.235
Si 7.086 7.321 33.015 -0.033 -0.088 -0.076
Si 18.09 1.455 29.352 0.003 -0.074 -0.055
Si 9.049 0.556 33.332 0.049 0.06 -0.036
Si 13.619 0.936 27.867 -0.014 -0.033 -0.024
Si 10.625 6.192 26.936 -0.046 0.007 0.077
Si 11.283 5.075 33.027 -0.139 0.077 -0.334
Si 15.08 3.498 27.642 0.004 -0.062 0.109
Si 16.881 -3.342 26.789 0.003 0.102 -0.005
Si 18.747 9.166 29.779 0 -0.039 0.024
Si 16.382 0.911 26.941 0.119 -0.039 0.022
Si 16.702 10.325 28.002 0.027 0.035 0.022
Si 13.678 6.079 26.759 -0.052 0.039 0.225
Si 3.852 2.451 33.653 -0.005 -0.129 -0.279
Si 4.308 -1.785 33.521 -0.082 0.015 -0.32
Si 2.896 7.588 33.251 -0.033 0.065 -0.196
Si 4.907 5.335 33.331 0.014 0.145 -0.171
Si 5.64 12.522 31.81 -0.107 -0.072 -0.156
Si 5.139 9.654 32.991 -0.141 -0.025 -0.265
Si 10.384 2.67 31.624 0.062 0.194 -0.189
Si 16.021 2.379 31.52 0.176 0.018 -0.108
Si 12.645 10.765 29.794 -0.006 0.013 0.001
Si 10.388 4.709 29.441 -0.062 -0.037 -0.101
Si 8.334 13.958 32.463 -0.003 -0.089 -0.272
Si 10.398 12.955 30.172 0.035 -0.066 0.024
Si 13.143 2.93 32.567 0.09 0.011 -0.243
Si 16.555 -0.133 33.022 -0.027 0.065 -0.384
Si 16.748 7.713 31.482 0.029 -0.111 -0.168
Si 12.709 9.602 34.086 -0.032 -0.313 0.017
Si 15.008 14.059 31.475 0.082 0.199 -0.294
Si 14.61 12.117 33.918 0.189 0.042 -0.138
O 1.55 -0.517 32.301 0 0.014 0.074
O 0.239 -0.504 34.601 0.125 0.115 0.179
O 2.511 2.976 34.395 0.03 -0.204 0.161
O 4.646 1.539 34.78 0.195 -0.001 0.11
O -1.162 6.583 35.528 -0.054 -0.003 0.642
O 0.908 4.515 35.522 0.137 -0.313 0.347
O 3.61 9.023 32.825 -0.029 0.092 0.272
O 2.879 7.526 34.875 -0.049 0.13 0.154
O -0.432 11.31 34.394 0.112 0.142 0.27
O 1.263 9.536 35.403 -0.107 -0.062 0.384
O 3.931 12.134 35.53 0.132 0.139 0.083
O 2.952 14.302 34.409 -0.087 -0.208 0.273
O 7.047 -3.069 31.643 0.078 0.16 0.096
O 5.415 -0.971 34.444 0.044 0.04 -0.018
O 11.89 2.092 31.916 0.055 -0.097 0.187
O 8.175 1.548 34.355 0.08 0.362 0.082
O 4.906 5.609 34.932 0.132 -0.008 -0.037
O 6.831 3.823 35.342 -0.34 0.23 0.226
O 9.554 6.698 35.499 0.138 0.048 0.249
O 7.42 7.789 34.548 0.135 0.092 0.317
O 5.388 10.085 34.548 0.277 0.174 0.38
O 9.406 12.451 28.918 0.044 0.135 0.139
O 9.774 11.978 35.29 -0.335 0.036 0.416
O 8.222 13.434 34.004 -0.319 0.16 0.494
O 10.359 0.111 34.233 0.063 -0.186 0.362
O 12.245 -1.474 35.228 -0.14 -0.081 0.665
O 14.982 1.282 35.481 0.192 0.082 0.25
O 13.335 2.671 34.17 0.13 0.055 0.418
O 11.453 5.192 34.629 0.153 -0.224 0.334
O 11.912 5.204 29.743 0.087 -0.099 0.221
O 13.618 8.545 34.9 -0.157 -0.022 -0.011
O 13.785 10.111 30.76 -0.091 -0.101 0.163
O 11.263 9.849 34.782 -0.131 -0.056 0.088
O 12.601 8.871 32.649 -0.033 -0.055 0.272
O 14.558 12.843 32.461 -0.098 -0.28 0.191
O 14.374 13.3 34.996 -0.12 -0.114 -0.07
O 0.291 4.337 21.402 0.086 0.139 -0.109
O 2.457 2.774 20.804 0.188 0.185 0.082
O 4.596 2.378 22.204 -0.079 -0.163 -0.069
O 5.576 4.68 23.43 -0.225 0.06 0.016
O 5.814 9.86 26.982 0.101 -0.046 -0.189
O 2.78 8.456 23.929 -0.007 -0.161 -0.026
O 4.305 7.31 21.985 -0.139 -0.092 -0.137
O 8.491 8.874 24.956 0.044 0.027 -0.06
O 1.822 15.135 22.082 -0.214 0.016 -0.12
O -0.043 16.676 21.087 0.064 -0.199 -0.395
O 4.047 13.966 21.629 -0.052 -0.17 0.045
O 5.52 11.787 22.05 -0.316 0.265 -0.03
O 5.544 5.472 20.709 -0.093 0.19 0.121
O 9.27 1.687 25.016 0.066 0.115 0.01
O 9.966 1.287 22.394 0.092 0.34 -0.567
O 11.486 -0.309 21.061 -0.186 -0.038 -0.244
O 6.932 9.558 22.089 0.04 -0.009 0.024
O 10.717 5.716 21.14 0.198 0.093 -0.339
O 8.617 7.845 21.074 -0.214 0.375 -0.412
O 8.437 13.66 21.175 0.06 0.058 -0.463
O 6.296 15.501 24.665 0.139 -0.104 -0.149
O 10.582 12.253 21.769 -0.001 -0.043 -0.124
O 11.585 9.836 21.972 -0.257 0.023 0.029
O 12.28 3.665 22.069 0.089 0.268 -0.164
O 13.228 1.888 23.934 -0.128 0.355 -0.207
O 19.292 7.069 27.329 -0.156 -0.024 -0.12
O 14.255 1.936 21.478 0.117 0.142 0.021
O 16.892 6.806 26.441 0.022 -0.046 0.197
O 16.49 11.769 24.048 0.039 0.073 -0.066
O 18.78 8.888 21.312 0.238 -0.332 0.135
O 15.197 6.381 22.122 -0.16 0.225 0.144
O 11.935 11.551 24.007 -0.073 0.108 -0.027
O 13.542 14.069 20.977 0.107 -0.149 -0.455
O 13.563 8.242 21.258 0.038 0.071 -0.406
O 15.73 12.633 21.716 0.262 -0.143 0.054
O 4.412 3.08 27.4 0.127 0.084 -0.01
O -0.362 2.51 26.736 0.079 0.164 -0.157
O 7.09 1.367 23.629 -0.213 0.197 -0.206
O -1.777 3.967 23.136 -0.127 -0.021 0.164
O 4.865 9.911 23.737 -0.24 0.156 -0.254
O 7.953 3.867 24.369 0.127 0.017 0.183
O 10.678 7.479 27.935 -0.137 -0.104 0.162
O 12.114 5.971 26.286 0.194 0.109 -0.1
O -0.02 11.223 29.359 0.107 0.068 -0.022
O 2.025 13.177 26.317 0.118 0.103 -0.173
O 3.878 15.872 23.649 -0.3 0.034 -0.414
O 2.972 13.404 23.91 -0.268 -0.088 -0.293
O 6.814 -0.81 22.034 -0.177 -0.336 -0.261
O 14.107 -3.436 23.764 0.031 -0.036 -0.006
O 11.39 0.094 24.428 -0.018 -0.165 -0.012
O 16.677 1.627 30.198 -0.27 0.117 -0.044
O 7.263 7.438 26.644 0.026 0.123 -0.04
O 10.168 4.863 27.818 0 -0.167 -0.077
O 10.869 6.473 32.295 0.248 0.032 0.146
O 12.719 4.519 32.474 0.009 -0.01 0.193
O 7.121 11.12 24.232 -0.026 0.166 -0.282
O 14.313 10.334 23.982 -0.052 -0.08 -0.327
O 8.841 -0.627 23.835 0.035 -0.116 -0.234
O 16.407 -2.892 30.856 -0.005 0.241 0.056
O 15.08 0.213 27.656 0.069 -0.024 0.101
O 20.725 2.919 24.809 -0.023 0.223 -0.297
O 18.464 4.577 27.163 -0.201 0.169 0
O 14.398 4.606 26.649 0.09 -0.116 -0.316
O 18.224 6.558 22.47 -0.248 0.089 -0.09
O 21.674 7.492 28.217 -0.075 -0.083 -0.105
O 16.513 9.789 22.347 0.031 -0.128 -0.483
O 13.757 6.497 28.33 0.242 -0.015 0.131
O 16.331 9.006 24.912 0.025 0.226 -0.367
O 15.775 13.972 26.007 -0.197 -0.121 0.05
O 4.054 -0.964 32.116 0.079 -0.275 0.118
O 4.628 0.716 26.056 -0.196 -0.023 -0.179
O 7.698 4.68 21.921 0.146 -0.123 -0.569
O 7.529 6.447 24.094 0.058 0.11 -0.239
O 4.964 7.874 25.481 -0.076 0.008 -0.37
O 9.526 9.876 28.257 -0.216 -0.04 0.172
O 10.072 8.275 30.386 0.165 0.114 0.003
O 9.577 6.506 25.736 0.117 -0.22 -0.274
O 4.549 12.138 25.732 -0.003 -0.012 -0.293
O 1.344 7.447 32.742 -0.076 0.13 0.326
O 3.34 10.326 30.36 0.204 -0.004 -0.067
O 4.141 14.647 25.985 -0.021 0.063 -0.058
O 13.564 11.884 26.08 -0.011 0.015 -0.128
O 14.067 -0.558 24.762 0.095 -0.204 0.076
O 12.928 -2.435 27.745 0.136 -0.087 -0.045
O 12.814 1.033 26.445 -0.267 0.206 0.033
O 12.801 -0.032 28.908 -0.103 0.145 0.155
O 13.932 2.497 28.328 0.052 0.033 0.204
O 6.37 5.853 32.796 0.176 -0.157 0.062
O 15.233 8.165 31.931 -0.009 0.111 0.095
O 14.391 5.239 30.589 -0.139 0.038 0.226
O 16.122 14.561 23.592 0.167 -0.193 -0.196
O 13.465 11.633 28.689 -0.111 0.203 0.097
O 9.603 10.705 23.647 -0.114 -0.037 -0.336
O 14.433 7.287 25.943 -0.02 0.184 0.04
O 13.885 -2.045 30.321 -0.092 -0.145 0.238
O 17.705 0.799 27.896 0.109 0.132 -0.203
O 18.982 5.921 25.005 0.088 -0.114 -0.254
O 19.353 4.251 23.029 -0.108 0.357 0.09
O 20.292 5.219 28.954 -0.052 0.124 -0.047
O 16.729 6.393 30.48 0.079 0.035 -0.031
O 15.773 9.058 27.51 -0.154 -0.032 0.128
O 18.187 9.669 28.315 0.211 0.064 -0.211
O 19.79 9.901 26.025 -0.148 0.098 -0.002
O 16.564 16.496 25.521 0.056 -0.166 0.143
O 20.483 11.534 28.168 0.164 0.141 -0.08
O 16.757 13.646 28.302 -0.2 -0.08 -0.171
O 6.694 2.356 26.075 0.083 0.181 -0.047
O 2.705 0.428 30.128 0.039 -0.24 -0.099
O 4.892 -3.228 33.091 0.169 0.121 0.207
O 4.798 -3.744 30.418 0.014 -0.031 0.073
O 3.369 1.551 32.387 -0.004 0.362 0.18
O 4.692 3.732 33.046 -0.102 -0.207 0.054
O -3.018 11.065 33.974 -0.211 0.194 0.143
O 2.247 12.651 29.806 -0.019 -0.01 -0.002
O 5.647 10.917 32.088 0.204 -0.155 0.126
O 6.092 8.461 32.458 -0.183 -0.097 -0.142
O 9.368 1.47 32.003 -0.345 -0.123 0.158
O 8.371 -0.797 32.655 -0.093 0.064 0.283
O 10.138 3.949 32.636 0.018 -0.029 0.216
O 9.586 -3.019 31.54 0.169 -0.134 -0.089
O 8.402 7.328 32.106 0.057 -0.081 -0.026
O 3.726 6.28 32.699 -0.052 -0.018 -0.147
O 10.196 3.196 30.063 -0.14 -0.064 0.017
O 9.358 5.714 30.218 -0.131 0.168 -0.094
O 11.235 11.841 27.218 0.002 -0.159 -0.29
O 8.854 11.325 26.242 -0.043 -0.037 -0.106
O 11.472 11.716 30.48 0.124 0.08 0.196
O 11.962 9.515 29.012 0.296 -0.056 0.085
O 16.567 3.927 31.415 -0.039 0.065 0.209
O 14.395 2.501 31.609 -0.165 -0.032 -0.047
O 16.412 1.498 32.83 -0.103 -0.138 0.307
O 16.608 -4.965 26.797 -0.03 -0.116 -0.138
O 17.412 8.959 30.681 -0.216 -0.024 -0.014
O 15.986 4.272 28.792 0.147 -0.134 -0.237
O 18.856 2.89 29.157 0.06 0.003 0.274
O 19.577 7.749 29.804 0.138 -0.019 0.006
O 15.337 15.445 32.287 -0.057 -0.017 -0.003
O 11.275 14.29 29.763 -0.179 -0.096 0.112
O 13.041 7.489 30.586 -0.171 -0.086 0.205
O 16.82 4.967 23.905 -0.243 0.136 -0.233
Si -0.05 -0.042 5.554 -0.06 -0.036 -0.05
Si 2.685 2.697 5.559 -0.029 0.022 -0.013
Si -0.046 5.434 5.595 0.05 0.008 0.034
Si 2.735 8.191 5.596 0.038 0.075 0.042
Si -0.043 10.968 5.6 -0.009 -0.022 0.021
Si 2.718 13.682 5.502 0.055 0.024 -0.098
Si 5.45 -0.068 5.519 -0.088 -0.026 -0.037
Si 8.172 2.62 5.508 -0.076 -0.068 -0.044
Si 5.467 5.388 5.563 -0.006 -0.002 -0.042
Si 8.168 8.139 5.511 -0.017 -0.008 -0.063
Si 5.428 10.919 5.511 -0.015 -0.047 -0.085
Si 8.164 13.608 5.521 0.01 -0.034 -0.031
Si 10.861 -0.051 5.531 -0.001 -0.049 -0.062
Si 13.594 2.692 5.592 0.024 -0.048 0
Si 10.884 5.392 5.581 -0.061 0.019 0
Si 13.608 8.171 5.578 -0.066 -0.065 -0.006
Si 10.882 10.898 5.522 0.047 -0.006 -0.012
Si 13.623 13.643 5.521 -0.01 -0.004 -0.031
Si 1.327 1.331 6.922 0.013 0.018 -0.004
Si 4.072 4.059 6.925 -0.012 0.025 -0.018
Si 1.348 6.819 6.931 -0.037 0 -0.016
Si 4.098 9.571 6.93 -0.031 -0.012 0.018
Si 1.365 12.331 6.913 -0.042 -0.009 0.006
Si 4.081 15.012 6.906 0.027 -0.029 0.01
Si 6.804 1.3 6.902 0.061 0.025 -0.009
Si 9.507 4.022 6.91 0.022 0.078 -0.01
Si 6.821 6.789 6.912 0.031 -0.018 -0.007
Si 9.527 9.525 6.891 0.033 -0.014 -0.013
Si 6.802 12.264 6.895 0.011 0.017 0.026
Si 9.521 14.982 6.9 0.02 0.024 0.021
Si 12.237 1.308 6.923 0.047 0.04 0.026
Si 14.987 4.064 6.943 -0.019 0.042 0.005
Si 12.252 6.791 6.934 0.045 0.008 0.011
Si 14.996 9.559 6.925 0.028 0.006 -0.019
Si 12.261 12.275 6.891 -0.016 0.009 -0.019
Si 14.991 15.001 6.916 0.039 0.015 -0.002
Si -0.015 2.718 8.297 -0.024 -0.012 -0.007
Si 2.729 -0.009 8.281 -0.017 0.012 0.004
Si -0.008 8.21 8.279 -0.013 -0.024 0.005
Si 2.731 5.461 8.288 -0.004 -0.012 0.018
Si -0.004 13.68 8.288 -0.005 0.004 0.012
Si 2.732 10.953 8.276 -0.008 -0.033 0.001
Si 5.459 2.701 8.274 -0.018 0.01 -0.001
Si 8.183 -0.037 8.275 -0.041 -0.037 0
Si 5.473 8.192 8.277 0.002 0.012 0.013
Si 8.183 5.432 8.285 -0.022 -0.005 0.01
Si 5.456 13.648 8.267 -0.057 -0.038 -0.002
Si 8.183 10.912 8.267 0 -0.01 -0.001
Si 10.905 2.703 8.287 -0.007 -0.037 -0.016
Si 13.647 -0.02 8.289 -0.033 -0.029 -0.001
Si 10.905 8.189 8.284 -0.039 -0.045 -0.001
Si 13.649 5.459 8.299 0.03 0.026 -0.006
Si 10.917 13.649 8.272 0.026 -0.001 0
Si 13.643 10.94 8.281 -0.022 -0.03 0.004
Si 1.364 4.101 9.655 0.014 0.016 -0.001
Si 4.094 1.361 9.654 0.012 0.004 -0.004
Si 1.372 9.58 9.636 -0.014 0.018 0.01
Si 4.1 6.841 9.652 -0.008 0.013 0.003
Si 1.37 15.042 9.661 -0.008 0.012 -0.007
Si 4.1 12.304 9.651 0.024 0.014 0.005
Si 6.808 4.086 9.653 -0.001 0.015 -0.007
Si 9.545 1.341 9.645 0.031 0.041 -0.01
Si 6.827 9.562 9.656 0.026 -0.024 0.001
Si 9.546 6.821 9.649 0.035 0.01 -0.003
Si 6.821 15.012 9.638 0.04 0.039 -0.008
Si 9.557 12.282 9.64 0.005 0.004 -0.015
Si 12.284 4.084 9.644 0.003 0.018 -0.003
Si 15.029 1.352 9.66 0.018 0.031 -0.006
Si 12.286 9.567 9.645 0.026 0.021 0.001
Si 15.036 6.842 9.64 0.003 0 0.012
Si 12.291 15.014 9.65 0.018 0.011 -0.003
Si 15.038 12.302 9.644 0.025 0.006 -0.003

Results
total energy: -115455.880 eV
total energy less fixed offsets of O -438.04, Si -107.15 eV per atom: -1.140 eV
